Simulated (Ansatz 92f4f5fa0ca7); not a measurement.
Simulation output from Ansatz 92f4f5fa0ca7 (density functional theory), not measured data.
Periodic cell of 196 atoms, Si117O79, from a study of silicon, its oxide and their interface. The atomic structure is a simulated model.

Settings
functional: PBE
potential files: Ansatz PAW
basis: plane waves
wave-function cutoff: 700 eV
density cutoff ratio: 5
exchange-correlation grid ratio: 2
k mesh: 2 x 2 x 1, shifted by 0.5 0.5 0.5 of a step
self-consistency stop: 5e-08 eV per atom in the density residual
occupations: Fermi-Dirac, 0.05 eV
spin: none
net charge: 0

Cell vectors (angstrom)
a 11.5983 0 0
b 0 11.5983 0
c 0.079 -3.4405 26.1853

Atoms and the computed forces on them: element, x, y, z (angstrom), force x, y, z (eV/angstrom)
Si -0.3994 4.0228 -5.2281 -0.0733 -0.011 -0.1348
Si 0.1151 1.381 0.8186 -0.0394 -0.1363 0.3796
Si -0.1102 5.1218 -2.2594 -0.0433 -0.0397 0.0836
Si 9.6627 4.8568 1.644 0.0783 0.2408 0.0778
Si 4.0229 2.2252 0.5781 0.2689 -0.7407 0.2453
Si 3.7377 4.6587 0.4253 -0.2954 0.7225 -0.3484
Si 1.0887 10.6713 0.2218 -0.0887 -0.1842 -0.6868
Si 3.4139 -2.0281 -1.2528 -0.2984 0.0726 -0.2559
Si 8.4677 5.6123 -2.2555 0.1184 0.1411 -0.2102
Si 7.5848 1.8507 0.8804 0.0314 -0.3475 -0.003
Si 5.6765 1.6438 2.2358 -0.2032 0.3166 -0.0842
Si 5.7232 5.2714 1.6459 0.0604 -0.1355 0.2109
Si 4.7892 9.4255 2.0552 -0.1206 -0.069 0.3377
Si 9.6446 1.1314 2.0177 -0.0906 0.5137 -0.3073
Si 7.6952 4.2591 0.4996 -0.134 0.099 -0.4496
Si 2.285 9.3829 2.0371 0.0466 0.1176 0.2274
Si 13.6986 1.4888 2.0507 0.0736 0.1797 0.0099
Si 13.4421 5.1174 1.8085 -0.0304 -0.0864 -0.0427
Si 5.5513 -0.3794 3.4377 -0.029 -0.0749 -0.1534
Si 5.6887 3.6043 3.433 -0.0949 -0.0094 0.1529
Si 5.5826 7.3224 3.0453 -0.0361 -0.034 -0.089
Si 9.5745 -0.7965 3.3901 -0.0355 -0.6141 -0.1778
Si 9.6431 3.2008 3.3714 -0.1297 -0.2283 0.1933
Si 9.5787 7.6123 3.26 0.0223 0.3108 0.2714
Si 13.5783 -0.4041 3.4841 0.1168 0.034 -0.0013
Si 13.5539 3.4055 3.4116 0.2457 -0.0961 0.1781
Si 13.412 7.2485 3.1077 -0.0107 -0.0609 -0.1034
Si 3.7811 -0.3598 4.9455 -0.1557 -0.1133 0.2203
Si 3.8021 3.47 4.8696 -0.0257 0.0741 -0.1007
Si 3.7339 7.2232 4.5902 -0.0291 0.0143 -0.0147
Si 7.5914 -0.4797 4.6492 -0.2451 -0.0844 0.0714
Si 7.6575 3.3955 4.6998 0.0805 0.1055 -0.0799
Si 7.527 7.3356 4.4953 0.0091 -0.0016 -0.1374
Si 11.5533 -0.4679 4.6971 0.182 0.008 -0.0135
Si 11.5964 3.3509 4.7291 -0.0243 0.0231 -0.1138
Si 11.5479 7.2987 4.5939 0.0784 0.044 -0.1324
Si 3.7568 9.1615 6.0804 0.0694 0.1337 -0.0442
Si 3.7736 1.5495 6.2891 0.0583 0.0184 -0.044
Si 3.7561 5.4121 6.1596 -0.0496 0.0102 -0.077
Si 7.5426 9.1967 5.9823 0.038 0.0974 -0.0043
Si 7.5977 1.4534 6.068 -0.0175 0.0031 -0.0098
Si 7.5937 5.3961 5.9251 0.0719 -0.0893 -0.0246
Si 11.6164 9.1881 6.031 0.0056 -0.021 -0.0035
Si 11.6211 1.4394 6.1128 -0.1638 0.0174 -0.0015
Si 11.5476 5.3633 5.9847 -0.0038 0.0186 -0.0271
Si 5.6901 9.2121 7.4533 0.0735 -0.1118 -0.0409
Si 5.7201 1.4831 7.5881 -0.0325 -0.0091 -0.0005
Si 5.7418 5.3241 7.4441 0.0607 0.0185 0.0481
Si 9.5731 9.2448 7.2017 -0.0515 0.0236 0.0361
Si 9.6117 1.4677 7.3122 0.1064 0.0962 0.0393
Si 9.5478 5.4047 7.2194 -0.1115 0.0337 0.1122
Si 13.4656 9.1741 7.5314 -0.0246 0.0593 -0.0193
Si 13.4562 1.4559 7.6771 -0.0424 -0.0035 0.1333
Si 13.4022 5.3557 7.4986 0.0505 -0.0019 0.0552
Si 5.7394 -0.4891 8.9153 0.0094 -0.0227 -0.0304
Si 5.6834 3.4279 8.9495 0.0201 0.0454 0.2121
Si 5.7445 7.2679 8.767 0.0907 0.093 -0.0362
Si 9.6898 -0.4706 8.6361 0.0975 -0.1077 -0.0338
Si 9.5845 3.4618 8.5562 -0.1774 0.0246 0.2435
Si 9.4825 7.3473 8.5341 0.0578 0.1358 -0.1033
Si 13.5062 -0.5606 9.0416 -0.0312 -0.0337 -0.0085
Si 13.4335 3.4764 8.985 0.1033 -0.0285 0.2203
Si 13.418 7.2517 8.9056 -0.1573 0.0636 0.1158
Si 3.7429 1.2878 11.7442 -0.0811 -0.0177 -0.062
Si 3.7546 3.461 10.517 -0.0075 -0.0984 -0.1418
Si 3.8747 7.1672 10.1458 0.1185 0.0327 -0.0602
Si 7.8338 -0.3637 10.0317 -0.047 0.0546 -0.0733
Si 7.7746 3.459 10.0943 0.1079 -0.0352 -0.4031
Si 7.687 7.4509 10.0712 -0.0669 -0.0028 0.0698
Si 11.4428 -0.5051 10.2926 -0.1285 0.049 0.0861
Si 11.3494 3.5109 10.1375 -0.1518 0.1334 -0.0914
Si 11.2744 7.343 9.9888 -0.0151 0.2067 -0.2832
Si 3.9958 8.8209 11.7986 -0.1193 -0.015 -0.3096
Si 3.8979 -0.6716 10.4339 -0.0038 0.0167 0.2096
Si 3.9541 5.5416 11.8368 0.1804 -0.3669 -0.1485
Si 8.1966 9.4142 11.3997 -0.4605 0.0698 0.0564
Si 8.4284 1.5247 11.3612 0.1228 0.1108 0.2799
Si 8.1238 5.4791 11.2434 0.1548 0.1893 -0.0184
Si 10.5801 9.109 11.4546 0.572 -0.16 0.0507
Si 10.9234 1.5712 11.4228 -0.0463 -0.0418 -0.1272
Si 10.556 5.5003 11.2672 0.0058 -0.2147 0.132
Si 6.4214 8.9504 13.8225 0.1259 0.1256 0.3425
Si 6.2289 2.096 13.278 0.1736 -0.1516 -0.0891
Si 6.2997 5.0604 12.7317 0.0141 -0.0875 0.0847
Si 13.8415 6.8541 13.0494 -0.0384 0.378 0.066
Si 8.9681 -0.2306 16.6416 -0.0531 -0.0791 0.0564
Si 11.2114 1.483 15.7235 -0.122 -0.1234 0.1441
Si 1.7854 5.8496 15.9018 0.1925 0.0979 0.0324
Si 0.9812 1.7339 13.1458 -0.214 -0.3324 -0.1282
Si 1.2109 3.6778 15.2775 -0.1102 -0.2047 0.112
Si 6.5865 3.9392 15.5315 0.1037 0.0656 0.2703
Si 10.5996 6.563 15.9747 -0.3274 0.2386 0.1076
Si 8.4084 8.5967 15.7399 -0.0938 0.1004 0.3109
Si 11.4361 6.7644 13.0062 -0.0337 -0.1215 -0.0024
Si 5.7744 8.6138 16.6665 0.1707 -0.0468 0.273
Si -1.2133 6.1513 24.6378 -0.0866 0.0195 -0.1644
Si 7.7847 5.0417 24.6273 0.252 0.0652 -0.2488
Si 7.5707 5.2555 20.2621 -0.0551 -0.0139 -0.0144
Si 3.1098 5.1855 22.261 -0.1168 -0.0336 -0.1904
Si 13.1508 2.0616 17.6534 -0.2131 -0.1441 0.1971
Si 5.4963 6.4959 26.0655 0.2827 -0.2643 0.0237
Si 9.5912 7.5749 20.8424 0.0568 0.0634 -0.013
Si 5.1303 0.3965 20.5314 0.024 0.1219 0.0052
Si 7.4394 2.1984 21.1542 -0.0376 0.0116 -0.1277
Si 4.4582 -2.1753 19.4888 0.0983 -0.0064 0.0073
Si 4.8366 6.3785 20.0786 0.0751 0.0298 0.0668
Si 8.8034 4.452 17.6011 -0.1158 0.0248 0.2433
Si 11.1395 3.3672 19.5015 -0.0975 -0.0099 0.1058
Si 11.711 0.4517 26.7893 0.1081 0.1804 -0.4341
Si 2.7122 3.2192 24.3271 0.0093 0.0903 -0.1118
Si 11.5725 5.6713 21.7616 0.0679 0.1786 -0.1049
Si 6.2707 -2.8587 25.5407 0.1789 0.4988 -0.1657
Si 7.2492 0.4881 18.8185 -0.0005 0.0876 -0.1076
Si 4.5883 5.7836 17.0332 0.3482 0.1334 0.2034
Si 8.274 -3.8757 23.5028 0.0865 0.0776 -0.1112
Si 9.3734 -1.3368 19.416 0.0122 -0.1033 0.0094
Si 2.5227 0.0841 19.6602 0.0779 0.032 0.073
O 0.124 4.0741 -1.0453 0.0535 -0.0929 0.1606
O 9.6007 -2.3899 2.6971 0.0016 0.494 0.4353
O 0.0358 6.2932 25.6439 -0.011 0.0433 0.251
O 7.5992 6.9837 -2.1421 -0.0987 -0.0203 0.0748
O 2.3206 -0.8337 -0.8923 0.2185 0.0103 0.1454
O 2.6932 8.0703 -0.9782 0.2025 -0.0036 0.0263
O 4.8154 -1.9944 25.4116 0.0222 0.0572 0.0948
O 7.8835 4.5593 -1.1604 -0.1714 -0.172 0.3806
O -1.5363 5.8828 -2.0352 0.0078 0.0029 0.1263
O 6.5726 5.2684 25.6681 -0.1283 0.1582 0.1436
O 9.6969 6.5327 2.0018 0.0319 -0.7435 -0.1641
O 2.6053 8.4651 12.649 -0.0914 -0.3751 0.0338
O 4.9485 1.1649 12.8889 0.1467 0.0552 -0.0097
O 2.3339 1.0035 12.5836 -0.0896 0.231 -0.1731
O 11.048 8.4144 12.939 -0.1737 -0.2961 -0.1115
O 7.6728 1.4319 12.8659 -0.1264 0.0643 -0.1435
O 14.0754 6.7056 14.6852 -0.073 -0.0105 0.1601
O 7.2778 9.8678 12.762 0.1373 -0.0227 -0.1496
O 12.0236 0.8696 14.437 0.055 0.0363 0.1091
O 11.2488 3.1325 15.5833 0.1885 0.099 -0.042
O 9.9166 3.6011 18.4415 0.0175 -0.0083 -0.0908
O 7.1191 -2.8889 24.0963 -0.1582 -0.1575 0.0803
O 7.9557 1.6982 19.6798 -0.0764 -0.0312 0.0253
O 3.5337 2.0305 25.1111 0.1305 -0.2446 0.3603
O 6.3335 6.2218 20.7013 -0.023 0.0424 -0.044
O 3.3022 3.6527 22.8409 0.023 -0.0041 0.1219
O 10.8237 1.9877 20.2916 0.0206 -0.0524 0.0379
O 0.9727 3.4747 -5.8943 -0.022 -0.0017 0.0025
O 7.4201 3.8366 21.0799 -0.0014 -0.0342 0.0221
O 9.8931 8.0273 15.9961 0.1411 -0.1506 -0.0586
O 5.7247 9.4945 15.2521 0.0238 -0.0115 -0.3458
O 3.0038 -1.437 19.2799 -0.0277 0.0555 0.0088
O 6.7866 5.0549 14.3332 -0.1339 -0.0036 -0.3125
O 6.2193 2.4976 14.8565 -0.0522 -0.1185 -0.1092
O 10.81 6.1022 14.4118 0.1143 0.1694 0.105
O 5.3222 4.4773 16.4043 -0.107 0.0078 -0.0762
O 0.5051 6.611 16.6187 0.2913 -0.0802 0.0101
O 5.1973 8.3725 12.9003 0.0522 0.1811 -0.2048
O 11.1438 7.1672 21.2051 -0.0696 -0.0529 0.0081
O 9.7181 0.9024 15.7636 0.0157 0.0281 0.0275
O 7.7856 -0.9235 19.4807 0.0565 0.0464 0.0034
O 9.5794 8.6498 19.6131 -0.0108 0.0246 -0.0241
O 11.9116 1.0995 17.15 0.1286 0.0806 -0.1227
O 6.0556 3.4464 12.3598 -0.0493 -0.0119 0.2842
O 2.9761 5.6498 16.9964 -0.4215 0.0248 -0.1214
O 13.7689 2.7728 16.3152 0.0239 0.1669 -0.1089
O 7.3768 8.3524 17.0052 -0.0571 -0.0112 -0.1663
O 8.9147 6.1204 20.5557 0.0222 -0.0097 0.0376
O 5.2619 10.3416 20.6126 -0.0904 0.0042 -0.0111
O 9.839 -0.8747 17.8976 -0.0461 0.0469 -0.0534
O 9.6083 5.6385 16.8481 0.139 0.0365 -0.121
O 11.2507 4.546 20.6202 0.0046 -0.0535 0.0251
O 1.1645 2.7857 24.0045 0.0399 -0.0204 0.1047
O 7.9327 3.7028 16.4351 -0.0938 0.0088 -0.1327
O 8.3156 5.134 -3.8121 0.0147 -0.0327 0.1069
O 12.5536 3.2007 18.6887 0.119 -0.0208 -0.1167
O -2.3446 5.1992 25.3421 -0.0673 -0.0305 0.0359
O 1.4583 3.2365 13.6986 0.0864 0.097 -0.0358
O 13.1502 5.6024 22.0858 0.0542 -0.0237 0.0389
O 8.5882 -1.3881 15.5706 -0.0025 -0.0331 -0.0813
O 4.3159 7.9243 20.1152 -0.0143 -0.0162 -0.0026
O 3.8019 6.2249 23.3178 -0.0373 -0.0384 0.082
O 7.643 7.9743 14.412 -0.118 -0.0472 -0.1737
O 7.6372 0.512 17.2465 0.1082 -0.0762 0.0046
O 8.7277 8.2794 22.0438 0.0295 -0.0691 0.067
O 7.6911 -5.4205 23.4323 -0.0735 -0.0256 0.1251
O 10.7813 5.4816 23.1858 -0.0013 -0.0694 0.1738
O 9.6534 -3.9772 24.4163 -0.0817 0.0555 -0.0105
O 4.9862 5.831 18.5836 -0.0782 -0.0298 -0.1525
O -0.1554 4.2518 -3.6367 0.0488 -0.01 0.0124
O -1.4299 -0.5626 20.6156 0.0467 0.0369 0.0306
O 5.061 7.185 16.3378 -0.1124 -0.0887 -0.0892
O 3.822 5.3624 20.827 0.0123 -0.0049 0.0066
O 3.5595 0.742 20.7567 0.0115 -0.0755 -0.0749
O 5.6364 0.6795 18.9746 0.0473 -0.0559 0.1585
O 5.1283 -2.2694 17.9833 0.0177 -0.025 -0.0525
O 7.6645 4.9581 18.659 0.0709 0.0059 -0.0864
O 2.6175 1.083 18.3709 -0.0371 0.0007 -0.0622
O 6.0164 1.4015 21.4696 -0.0572 -0.0262 -0.027

Results
free energy: -119313.277 eV
free energy less fixed offsets of O -569.03, Si -635.61 eV per atom: 6.463 eV
pressure: -0.80 GPa
stress xx, yy, zz, yz, xz, xy (GPa, positive in tension): 0.58, 1.65, 0.16, -0.03, 0.04, -0.57

The program warned: the cutoff lies below the one the program advises for these potential files.
